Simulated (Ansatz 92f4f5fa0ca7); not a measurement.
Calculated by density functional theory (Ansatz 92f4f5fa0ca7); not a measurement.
Periodic cell of 240 atoms, Si147O87H6, from a study of silicon, its oxide and their interface. The atomic structure is a simulated model.
Doubt: the cutoff is far below the 930 eV that the study's wrapper takes by default for these files, so forces and energies are approximate.
This geometry differs little from another in the collection (a relaxation step or a small displacement).

Settings: functional PBE; potential files Ansatz PAW; basis plane waves; wave-function cutoff 580 eV; density cutoff ratio 5; exchange-correlation grid ratio 1; k mesh 1 x 1 x 1, Gamma-centred; self-consistency stop 5e-08 eV per atom in the density residual; occupations fixed; spin none; net charge 0.

Cell vectors (angstrom)
a  11.6015  0  0
b  0  10.938  0
c  0  0  33.6847

Atoms and the computed forces on them: element, x, y, z (angstrom), force x, y, z (eV/angstrom)
Si  0.0038  -0.1349  25.2027  -0.0537  0.0525  -0.0178
Si  3.8439  -0.0316  25.0131  -0.0457  0.0501  0.0258
Si  7.8142  0.3232  24.9412  -0.0164  0.0188  0.0148
Si  1.8567  1.2866  25.0873  0.1081  0.0254  0.002
Si  5.7079  1.4161  25.0427  0.0135  -0.0171  0.0179
Si  9.8761  1.4502  25.0965  -0.0096  -0.031  0.0224
Si  0.1856  5.4609  24.7828  0.0121  0.0181  0.0518
Si  4.1613  5.6066  24.9201  -0.0178  0.0525  -0.0159
Si  7.8776  5.4842  25.0733  -0.0027  0.0343  0.0184
Si  2.1388  6.852  24.7744  -0.0361  -0.0392  0.0516
Si  6.0653  6.9922  25.1647  0.0651  -0.0639  -0.0252
Si  9.8248  6.7984  24.9593  0.0145  -0.0099  0.0102
Si  2.0274  2.7686  26.9354  -0.0315  -0.0673  -0.0305
Si  5.8453  2.777  26.9637  0.055  -0.0771  -0.013
Si  9.8037  2.8319  26.9826  -0.0024  -0.0736  0.0061
Si  0.1365  4.1901  26.8665  0.031  0.063  -0.0412
Si  3.9547  4.1667  26.8674  -0.0413  0.0702  -0.0228
Si  7.8176  4.0936  26.9648  -0.0141  0.0666  -0.0164
Si  2.0221  8.103  26.8702  -0.0302  -0.0704  -0.051
Si  5.9027  8.3275  27.044  -0.0523  -0.0408  -0.0027
Si  9.7102  8.1785  26.9059  -0.0199  -0.046  -0.0192
Si  0.0779  9.4306  27.0414  -0.0192  0.0166  0.0291
Si  3.8843  9.55  26.9491  0.0262  0.0727  -0.0029
Si  7.8304  9.6797  26.8332  0.0495  0.0631  -0.0349
Si  0.0629  -0.0029  28.8677  0.017  -0.0546  0.005
Si  3.8991  0.0128  28.8597  0.0134  -0.0745  0.0015
Si  7.8046  0.0278  28.8281  -0.0086  -0.0507  0.0237
Si  1.9865  1.3779  28.8585  -0.0274  0.0706  0.0151
Si  5.8429  1.3586  28.8535  0.0178  0.0709  0.0226
Si  9.7424  1.3747  28.8556  0.0178  0.0717  -0.0011
Si  0.045  5.5026  28.839  -0.0386  -0.0824  0.0166
Si  3.9104  5.4819  28.8448  0.0154  -0.0522  -0.0096
Si  7.7623  5.4743  28.8743  -0.0073  -0.0485  -0.0157
Si  1.985  6.8226  28.852  -0.0101  0.052  0.0342
Si  5.8426  6.8435  28.8789  0.0151  0.0384  0.0072
Si  9.6818  6.832  28.8476  0.0261  0.0566  0.02
Si  1.9336  2.7345  30.7854  0.017  0.0645  0.063
Si  5.8008  2.7345  30.7854  0.0328  -0.0882  0.0069
Si  9.6679  2.7345  30.7854  0.1033  0.048  0.0633
Si  0  4.1018  30.7854  0.0115  0.0393  -0.1631
Si  3.8672  4.1018  30.7854  0.0813  -0.0378  -0.1082
Si  7.7343  4.1018  30.7854  -0.0172  -0.0576  0.0742
Si  1.9336  8.2035  30.7854  0.066  0.059  -0.0978
Si  5.8008  8.2035  30.7854  0.0105  0.0565  0.1867
Si  9.6679  8.2035  30.7854  0.0068  0.0129  -0.0763
Si  0  9.5708  30.7854  0.0706  -0.0104  0.1538
Si  3.8672  9.5708  30.7854  0.0237  -0.0061  0.0244
Si  7.7343  9.5708  30.7854  0.0718  0.1004  -0.215
Si  0  0  32.719  -0.0114  0.0541  0.0413
Si  3.8672  0  32.719  0.0175  0.0624  0.0023
Si  7.7343  0  32.719  -0.0059  0.021  -0.0481
Si  1.9336  1.3673  32.719  -0.0038  -0.0586  0.0311
Si  5.8008  1.3673  32.719  0.0019  0.0637  -0.0628
Si  9.6679  1.3673  32.719  -0.0072  -0.0895  0.0459
Si  0  5.469  32.719  0.0164  0.0861  -0.018
Si  3.8672  5.469  32.719  -0.0046  0.0778  -0.004
Si  7.7343  5.469  32.719  -0.0056  -0.0044  0.0006
Si  1.9336  6.8362  32.719  -0.0094  -0.0663  -0.0057
Si  5.8008  6.8362  32.719  0.0095  0.0318  0.0047
Si  9.6679  6.8362  32.719  0.0109  -0.0412  0.0172
Si  1.9336  2.7345  0.9679  -0.0356  -0.0657  0.1742
Si  5.8008  2.7345  0.9679  -0.0952  0.0183  -0.3432
Si  9.6679  2.7345  0.9679  0.01  -0.0233  0.2016
Si  0  4.1018  0.9679  -0.0961  -0.0641  0.0628
Si  3.8672  4.1018  0.9679  -0.0664  0.0115  0.1471
Si  7.7343  4.1018  0.9679  0.0591  -0.0398  -0.0186
Si  1.9336  8.2035  0.9679  -0.0725  -0.0211  0.0033
Si  5.8008  8.2035  0.9679  -0.0232  -0.0605  0.0444
Si  9.6679  8.2035  0.9679  -0.0085  -0.0127  -0.0195
Si  0  9.5708  0.9679  -0.0302  0.0071  0.2018
Si  3.8672  9.5708  0.9679  -0.1365  -0.0702  0.0513
Si  7.7343  9.5708  0.9679  0.0522  -0.0885  -0.2209
Si  -0.0427  -0.0118  2.9412  -0.0018  -0.0613  -0.0069
Si  3.8009  -0.0247  2.9193  -0.0014  -0.0529  -0.0283
Si  7.708  0.0237  2.8497  -0.0057  -0.0469  -0.0289
Si  1.8782  1.3632  2.9327  -0.0002  0.0492  -0.0101
Si  5.743  1.3055  2.8104  -0.0096  0.0624  -0.0195
Si  9.647  1.3703  2.9437  0  0.0628  -0.0336
Si  -0.0473  5.4431  2.9237  -0.0132  -0.0614  0.0047
Si  3.8053  5.4784  2.9213  -0.0156  -0.0559  -0.025
Si  7.7173  5.4635  2.8958  -0.008  -0.0536  0.003
Si  1.8576  6.821  2.8969  0.0053  0.0753  0.0356
Si  5.7702  6.7991  2.8816  0.0136  0.0641  0.023
Si  9.6438  6.8383  2.9064  0.001  0.039  -0.0108
Si  1.8616  2.7111  4.8986  -0.055  -0.0622  0.0336
Si  5.7046  2.7124  4.6507  0.0028  -0.0662  0.0575
Si  9.6298  2.7035  4.93  0.0366  -0.0841  0.0534
Si  -0.0797  4.1115  4.904  0.0296  0.0808  -0.0048
Si  3.785  4.0772  4.8411  0.0393  0.0859  0.0236
Si  7.6733  4.0172  4.7747  -0.0174  0.0926  -0.0282
Si  1.8112  8.1644  4.8478  -0.043  -0.0889  -0.0329
Si  5.7624  8.15  4.8054  0.0097  -0.0826  -0.0165
Si  9.5815  8.235  4.8285  0.0189  -0.0499  0.0216
Si  -0.0812  9.6305  4.9501  0.0629  0.0577  0.0423
Si  3.7843  9.4132  4.7725  0.0127  0.0816  0.0512
Si  7.6541  9.6045  4.7508  -0.0257  0.0221  0.0177
Si  -0.0342  0.0476  7.0249  -0.0815  0.0799  -0.0465
Si  3.7593  -0.2711  6.7277  0.007  0.1467  -0.0656
Si  7.5966  0.1326  6.6218  0.0723  0.1246  0.0269
Si  1.9822  1.3062  6.8607  0.0663  -0.0977  -0.0298
Si  5.5459  1.2942  6.5059  -0.0952  -0.149  -0.0346
Si  9.5434  1.4511  7.0136  0.0282  -0.1294  -0.037
Si  -0.164  5.5412  6.827  0.0214  0.0334  -0.0279
Si  3.7403  5.417  6.8278  -0.0212  0.0231  -0.0228
Si  7.5749  5.3165  6.7233  0.0143  0.0448  0.0076
Si  1.8244  6.7929  6.7819  -0.0122  -0.0091  -0.0287
Si  5.6973  6.7289  6.7147  -0.0243  -0.0075  -0.0253
Si  9.4282  6.8387  6.7507  -0.0064  -0.0373  0.0317
H  5.7628  7.6307  7.902  0.0033  -0.0112  0.0189
H  11.4302  4.6503  8.037  0.0002  0.0088  0.0074
H  1.8903  7.6772  7.9867  0.0042  -0.0151  0.0153
O  11.7788  9.8693  8.2715  0.0066  -0.0521  0.0362
O  9.1926  7.9132  8.0165  -0.0177  0.0067  -0.0498
O  5.0921  2.4412  7.6273  -0.0017  0.0249  -0.0106
O  7.413  9.9691  7.8494  0.0057  -0.0193  -0.0508
O  3.6864  4.5517  8.2791  0.0057  -0.0398  0.0136
O  3.7304  9.7517  8.1502  0.0218  -0.0414  0.0659
O  7.4395  4.2559  8.009  -0.0016  -0.0239  0.0045
O  9.287  2.4142  8.3887  -0.0378  0.0685  0.0598
O  2.4513  2.1811  8.2367  0.0322  0.0393  0.0211
H  -0.0288  10.0271  23.9163  -0.001  0.0102  -0.0276
H  9.7098  7.6962  23.7626  -0.0073  -0.004  -0.0141
H  7.7432  4.6314  23.8466  -0.0062  0.0007  -0.0093
O  8.0042  10.6548  23.4121  -0.0114  -0.0017  -0.0131
O  10.3424  2.2602  23.6949  0.0334  -0.0007  0.0118
O  3.8796  9.9941  23.6142  -0.0034  -0.0596  -0.0434
O  4.5355  4.8282  23.4876  0.0113  -0.0282  0.0228
O  6.3414  8.1271  23.9509  -0.0254  0.0045  -0.0385
O  2.2087  7.8906  23.4466  0.0364  0.0579  -0.0415
O  11.7454  4.4812  23.4137  -0.0103  -0.0715  -0.0315
O  5.3794  2.3124  23.6848  -0.0303  0.0438  -0.018
O  1.5085  2.2302  23.7477  -0.0551  -0.0357  0.0406
Si  7.9893  3.1643  9.0929  0.0322  -0.0022  -0.0296
Si  4.1482  9.8069  9.736  -0.0083  0.0147  -0.0218
Si  0.7829  7.7715  13.4445  -0.0053  0.0203  -0.0268
Si  0.8959  3.4554  15.5127  0.0091  -0.0009  0.0198
Si  6.2707  -3.1543  10.68  -0.0021  0.0009  0.0159
Si  0.2732  10.5131  18.6492  0.0002  0.0047  0.0183
Si  12.406  9.2227  16.0085  -0.0042  0.0083  -0.0009
Si  8.0727  6.7151  20.5322  0.0108  -0.0104  -0.02
Si  -2.7591  4.0132  19.2889  -0.0135  -0.0166  0.0145
Si  1.9264  4.2071  18.3897  0.0012  -0.0196  0.0176
Si  3.2849  8.8273  22.6324  0.0092  -0.0239  0.022
Si  -0.1601  2.5467  19.9267  -0.032  -0.0051  -0.0131
Si  7.6899  -0.2345  21.8273  0.014  0.0125  -0.0167
Si  2.929  10.4149  20.0061  -0.0039  0.016  -0.029
Si  6.5838  13.4461  20.5079  -0.0025  0.0046  -0.0363
Si  9.5536  -1.725  20.0271  -0.0092  -0.0013  -0.0004
Si  5.6323  1.5354  10.3847  -0.0107  -0.0188  0.0253
Si  -2.2031  4.2802  16.2203  -0.0187  0.0085  0.0366
Si  2.8736  5.6232  14.4493  0.0071  0.0165  0.0023
Si  1.9855  0.7985  14.4794  0.0081  -0.0168  -0.0302
Si  1.6237  10.3177  11.7258  -0.0104  -0.0206  0.0006
Si  6.942  2.561  15.3307  -0.0019  -0.0059  -0.0092
Si  8.4158  9.1277  8.7864  0.035  0.0154  0.0011
Si  7.935  8.7965  12.8927  -0.0084  -0.0056  -0.0229
Si  3.8706  2.9524  8.5777  -0.0181  0.0313  -0.015
Si  4.9595  3.5025  22.6637  0.012  0.0027  0.0213
Si  4.6775  9.3551  17.863  0.006  0.0286  0.0093
Si  7.9229  6.8546  15.3064  -0.0071  0.0175  -0.0011
Si  2.7385  -3.9744  17.2164  -0.0063  -0.0016  0.0062
Si  4.7861  0.571  15.5629  0.0121  -0.0186  -0.0041
Si  7.6736  5.3546  11.2375  0.013  -0.0004  0.0172
Si  7.5462  8.2566  18.0825  0.0043  -0.0061  0.0143
Si  5.891  5.1409  13.9491  0.0335  0.0004  -0.0046
Si  11.0637  9.6374  9.7376  -0.0059  0.0295  -0.0114
Si  6.5914  0.6035  13.2359  0.002  -0.0074  0.0039
Si  3.7023  2.4311  20.2318  0.0277  -0.0047  -0.017
Si  6.1332  8.1029  22.3305  -0.0339  0.0204  0.0137
Si  10.1686  -3.5104  11.5347  -0.0102  0.0011  0.0127
Si  0.1484  2.8626  23.0823  -0.0019  0.0495  0.0052
O  1.745  -0.6142  15.2596  -0.0031  0.0002  0.0069
O  1.688  3.5227  16.9343  -0.0026  -0.0023  -0.0205
O  7.6295  -0.5576  12.8276  0.0054  -0.0016  -0.0031
O  6.4166  6.365  14.9023  -0.0038  -0.0042  0.0013
O  3.9575  -3.0519  17.7845  -0.0055  -0.0091  -0.0009
O  8.711  -1.6819  18.6271  -0.0184  0.0013  -0.0088
O  8.2092  4.0111  10.4808  -0.0067  0.0149  -0.0112
O  6.9178  4.9975  12.659  -0.0136  0.0019  0.0033
O  11.864  10.5674  10.8308  0.0066  0.0031  -0.0106
O  7.4642  1.7042  14.0507  -0.0005  0.0068  0.0059
O  0.0522  -2.5157  14.778  0.0033  0.0043  0.0192
O  -2.8963  5.2344  20.3659  -0.0001  0.0002  0.0078
O  -0.6773  3.8975  15.7452  0.0032  0.0004  -0.0132
O  9.5167  10.1282  9.4857  -0.0215  -0.0252  -0.0209
O  9.3401  -2.2243  12.0794  -0.0029  0.0059  0.0056
O  2.5844  9.5439  21.3431  -0.0015  0.0134  -0.0134
O  -0.3388  6.9076  12.6274  0.0128  -0.0009  -0.0003
O  4.8119  8.3743  10.2344  0.0145  0.0006  -0.0039
O  7.4667  8.5524  9.9346  -0.0136  -0.0005  0.0167
O  6.504  6.1806  10.3972  0.0074  -0.0005  -0.0073
O  1.409  8.9238  12.5026  0.0002  -0.0134  -0.0002
O  0.6214  3.8367  19.2928  0.013  0.008  0
O  3.2979  6.0991  15.9514  0.0051  0.0008  0.0023
O  13.7749  5.8334  18.281  -0.0002  0.018  -0.006
O  9.073  -0.5599  21.0436  0.0141  -0.0123  0.0021
O  9.0693  6.2299  11.3408  -0.0015  0.0003  -0.006
O  -0.0986  10.0798  17.0971  -0.0011  -0.01  -0.0171
O  6.2372  3.666  21.6346  0.005  -0.0045  0.0088
O  7.228  12.157  21.2735  -0.0099  -0.0024  0.0152
O  2.8854  10.1676  10.7002  -0.0101  0.0023  -0.012
O  0.2406  2.4687  21.5037  -0.0036  0.0051  -0.0398
O  3.6818  3.1146  21.716  -0.0135  -0.0077  0.0011
O  2.0725  -4.0912  13.7568  0.0119  -0.0102  -0.002
O  1.8402  10.135  18.8338  -0.0124  -0.0027  0.0028
O  6.5973  9.4962  21.5874  -0.0324  -0.033  0.0246
O  3.1979  3.484  19.1017  -0.0194  0.0131  -0.0059
O  10.9954  8.0465  10.2327  0.0111  -0.0174  -0.0055
O  3.449  1.3355  14.9924  -0.0017  0.0034  -0.0038
O  5.9054  1.3928  11.9827  -0.0004  -0.0051  -0.0192
O  8.2813  -2.8393  14.3208  0.0013  -0.0071  0.0068
O  5.9068  1.6056  16.2026  -0.0018  0.0056  -0.0009
O  7.0278  6.8417  21.781  0.0038  0.0006  0.0018
O  4.306  -0.5471  16.6493  0.0053  0.0028  -0.0048
O  7.4337  3.1842  19.2935  0.0088  0.0073  0.0052
O  6.2724  9.166  17.7276  -0.01  0.003  0.0001
O  -2.2826  4.6022  17.8356  0.007  0.0053  -0.0304
O  8.9538  -5.3679  15.3023  0.0095  -0.0046  -0.0038
O  8.048  7.4582  16.7881  0.0054  -0.0065  -0.0048
O  4.2801  5.3263  13.6331  -0.0138  -0.0026  -0.005
O  1.8928  11.4875  12.848  0.0058  0.0175  0.0214
O  4.5269  7.9046  22.0678  0.0404  0.028  0.0208
O  0.8885  12.8743  14.9056  -0.0096  0.0149  0.0001
O  5.2096  1.9974  19.8083  -0.0229  -0.0079  0.013
O  5.261  10.9831  9.8526  0.0214  0.0254  -0.0018
O  6.0102  3.7896  14.8356  -0.007  0.0004  0.0005
O  1.7881  4.3872  14.4919  -0.0052  -0.007  -0.0117
O  4.3929  2.6004  10.1055  0.0001  -0.0085  -0.0087
O  6.9675  1.9766  9.5541  -0.0128  -0.0164  -0.0019
O  9.8704  2.9034  19.8528  0.01  0.0029  0.0101
O  6.6115  -2.9103  12.272  0.007  0.0102  -0.0116
O  13.1661  8.0161  16.8063  -0.0064  -0.0002  -0.006
O  5.4746  -0.0917  14.2215  -0.009  0.0086  0.0099
O  0.044  12.0939  19.0557  0.0014  -0.0059  0.0045
O  8.3083  3.0622  16.0602  0.0072  0.0011  -0.004
O  7.2027  7.1324  19.2133  -0.0057  0.0101  -0.0037
O  2.8248  1.068  20.3373  0.0022  -0.0042  0.0153
O  11.097  9.5271  19.6846  0.0118  0.0086  0.0002
O  4.3535  10.0022  19.3308  0.0048  -0.0174  -0.0074
O  9.3421  -3.1935  20.7177  -0.0059  0.0115  0.0044

Results
free energy: -143022.651 eV
free energy less fixed offsets of H -15.97, O -568.88, Si -635.61 eV per atom: 0.399 eV

The program warned: the cutoff lies below the one the program advises for these potential files; the forces do not sum to zero within the program's tolerance; the exchange-correlation potential is rough where the density is thin.
